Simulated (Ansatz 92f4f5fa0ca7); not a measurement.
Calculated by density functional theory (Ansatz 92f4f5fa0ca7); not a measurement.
Periodic cell of 222 atoms, Si132O89H1, from a study of silicon, its oxide and their interface. The atomic structure is a simulated model.

Settings: functional PBE; potential files Ansatz PAW; basis plane waves; wave-function cutoff 700 eV; density cutoff ratio 5; exchange-correlation grid ratio 1; k mesh 2 x 2 x 1, shifted by 0.5 0.5 0.5 of a step; self-consistency stop 5e-08 eV per atom in the density residual; occupations fixed; spin none; net charge -1 e, with a uniform compensating background and no finite-size correction.

Cell vectors (angstrom)
a	10.938	0	0
b	0	10.938	0
c	0	0	32.6805

Atoms and the computed forces on them: element, x, y, z (angstrom), force x, y, z (eV/angstrom)
Si	-0.217	0.3141	25.2876	-0.0129	0.0104	-0.0311
Si	5.7448	-0.2421	25.2677	0.0091	-0.0139	-0.0258
Si	2.4999	3.02	25.1682	-0.0179	0.0053	-0.0355
Si	8.4961	2.5365	25.2373	0.0084	-0.016	-0.0322
Si	0.2604	5.2675	25.1308	0.0077	-0.0136	-0.0358
Si	5.2711	5.739	25.1553	-0.0113	0.0154	-0.0387
Si	3.0358	7.9825	25.1977	0.0144	-0.0069	-0.0318
Si	7.9726	8.4687	25.2275	-0.0146	0.013	-0.0321
Si	1.382	1.45	26.5613	0.0057	-0.001	0.0025
Si	6.8844	1.3808	26.5334	-0.0042	-0.0027	0.0029
Si	4.107	4.1495	26.4805	0.0001	-0.0084	0.015
Si	9.6342	4.1324	26.5264	-0.0015	0.0041	0.0017
Si	1.4087	6.8374	26.4824	-0.009	-0.003	0.0123
Si	6.8323	6.8664	26.5304	-0.0036	-0.0121	0.0029
Si	4.1453	9.5554	26.5638	-0.0102	-0.0066	0.0021
Si	9.5712	9.6112	26.5346	-0.0029	-0.0071	0.0048
Si	2.7368	0.0071	27.8787	0.0008	0.0018	-0.0074
Si	8.2062	0.0051	27.929	-0.0011	-0.0001	-0.0101
Si	0.0016	2.7606	27.9388	-0.0004	0.0003	-0.0099
Si	5.4629	2.7462	27.8577	-0.0007	0.003	0.0016
Si	2.7378	5.472	27.8988	-0.0006	0.001	-0.0064
Si	8.2087	5.4733	27.8708	0.0001	0.0029	-0.0002
Si	0.0102	8.1999	27.8581	0.0032	-0.0011	0.0011
Si	5.4778	8.1923	27.9397	-0.0001	-0.0021	-0.0115
Si	4.1018	1.3673	29.2623	0.0643	0.0686	-0.2023
Si	9.5708	1.3673	29.2623	0.0265	0.0577	0.246
Si	1.3673	4.1018	29.2623	0.1359	0.1736	0.274
Si	6.8362	4.1018	29.2623	-0.0126	0.0005	-0.2565
Si	4.1018	6.8362	29.2623	-0.0753	-0.0922	0.2233
Si	9.5708	6.8362	29.2623	0.0651	0.0455	-0.232
Si	1.3673	9.5708	29.2623	-0.0146	-0.015	-0.2241
Si	6.8362	9.5708	29.2623	0.042	0.0269	0.2832
Si	0	0	30.6295	-0.013	0.0368	-0.0103
Si	5.469	0	30.6295	0.0349	-0.0065	-0.0106
Si	2.7345	2.7345	30.6295	-0.0129	0.0416	-0.0131
Si	8.2035	2.7345	30.6295	0.0235	-0.0276	-0.0098
Si	0	5.469	30.6295	0.0555	0.0005	-0.0094
Si	5.469	5.469	30.6295	-0.0265	0.0211	-0.0096
Si	2.7345	8.2035	30.6295	0.0415	-0.0166	-0.0116
Si	8.2035	8.2035	30.6295	0.0068	0.0524	-0.0101
Si	1.3673	1.3673	31.9968	0.0341	-0.0195	0.0083
Si	6.8362	1.3673	31.9968	-0.0232	0.0194	-0.0036
Si	4.1018	4.1018	31.9968	0.0321	-0.0363	0.0067
Si	9.5708	4.1018	31.9968	-0.0103	0.0301	-0.0125
Si	1.3673	6.8362	31.9968	-0.0531	0.0216	-0.0034
Si	6.8362	6.8362	31.9968	0.0083	-0.026	0.0046
Si	4.1018	9.5708	31.9968	-0.0344	0.0126	-0.0041
Si	9.5708	9.5708	31.9968	0.0068	-0.0325	0.0083
Si	2.7345	0	0.6835	0.0176	0	0.0083
Si	8.2035	0	0.6835	-0.0059	0.0291	0.001
Si	0	2.7345	0.6835	-0.0544	0.0316	-0.0176
Si	5.469	2.7345	0.6835	0.0197	-0.0102	0.0086
Si	2.7345	5.469	0.6835	-0.0016	0.0138	-0.0016
Si	8.2035	5.469	0.6835	0.0344	-0.0352	0.0011
Si	0	8.2035	0.6835	0.0327	-0.0084	0.0109
Si	5.469	8.2035	0.6835	-0.0072	0.0128	-0.0132
Si	4.1018	1.3673	2.0507	-0.0725	-0.0107	0.0058
Si	9.5708	1.3673	2.0507	0.0578	0.0097	0.0053
Si	1.3673	4.1018	2.0507	-0.0216	-0.0526	0.0112
Si	6.8362	4.1018	2.0507	-0.0305	0.0304	-0.0006
Si	4.1018	6.8362	2.0507	0.0547	0.0084	0.0139
Si	9.5708	6.8362	2.0507	-0.0429	-0.0112	0.0099
Si	1.3673	9.5708	2.0507	-0.0192	-0.0153	0.0221
Si	6.8362	9.5708	2.0507	-0.0356	-0.0699	0.0218
Si	0	0	3.418	-0.0721	0.1302	-0.0536
Si	5.469	0	3.418	-0.1503	-0.1722	0.2733
Si	2.7345	2.7345	3.418	-0.2076	-0.3496	-0.2343
Si	8.2035	2.7345	3.418	-0.0413	-0.1016	0.1418
Si	0	5.469	3.418	-0.055	-0.0054	0.082
Si	5.469	5.469	3.418	0.213	0.1254	-0.3565
Si	2.7345	8.2035	3.418	0.1118	0.2069	0.0919
Si	8.2035	8.2035	3.418	-0.061	-0.0895	-0.0317
Si	1.3698	1.3405	4.8064	-0.0034	-0.0035	0.0038
Si	6.837	1.3386	4.8025	0.0076	-0.0139	-0.0061
Si	4.1093	4.0888	4.6979	0.0048	-0.0026	0.012
Si	9.5722	4.0891	4.7914	-0.0041	0.0002	-0.0096
Si	1.3637	6.8594	4.7704	-0.005	0.0062	0.005
Si	6.8362	6.8238	4.789	0.0022	0.0026	0.003
Si	4.0833	9.5718	4.853	-0.0028	0.0005	-0.0116
Si	9.5391	9.5976	4.7713	-0.0037	0.0069	0.0076
Si	2.6836	-0.0376	6.2791	-0.0009	-0.0081	-0.0223
Si	8.1186	-0.0728	6.2236	-0.0015	0.0089	-0.0029
Si	-0.0444	2.69	6.1589	0.0137	0.0084	-0.0038
Si	5.4061	2.7028	6.0775	0.0105	-0.0016	0.011
Si	2.7465	5.438	6.0269	0.0109	0.0213	0.0015
Si	8.204	5.4327	6.1633	-0.0008	0.0065	-0.0121
Si	0.0118	8.2616	6.1112	0.0287	-0.0015	-0.0029
Si	5.4236	8.137	6.1989	-0.0083	0.0107	-0.0118
Si	3.7862	1.6844	7.4627	-0.0038	0.0388	0.0358
Si	9.7414	1.0743	7.4689	0.0088	-0.0082	0.0268
Si	1.5669	3.9332	7.3441	0.0255	-0.001	0.0234
Si	6.5813	4.2218	7.3966	-0.0255	0.005	0.0244
Si	4.3218	6.4425	7.4449	0.0188	-0.03	0.0285
Si	9.3689	7.1083	7.3567	-0.0026	0.0251	0.0313
Si	1.0544	9.7582	7.6454	-0.0371	0.0095	0.0332
Si	6.9912	9.2107	7.586	0.0193	-0.0252	0.0335
O	1.3686	4.1241	24.6459	0.0007	0.0036	-0.0244
O	6.8485	9.5815	24.7241	0.0058	0.0005	-0.0321
O	2.6604	2.8208	7.8702	-0.0012	-0.009	0.0296
O	8.2215	8.1629	7.859	-0.0132	0.0048	0.0288
O	5.5027	5.3703	7.8599	-0.0086	-0.0033	0.0307
O	-0.0614	-0.0085	7.9698	0.0075	-0.013	0.029
O	4.1446	6.8622	24.668	0.0056	-0.001	-0.0262
O	9.5952	1.3996	24.7296	-0.0009	0.0056	-0.03
O	1.4445	9.0926	9.1083	0.0092	0.0194	-0.0023
O	1.0861	4.8115	8.6446	-0.0141	-0.0061	0.0004
O	9.0388	1.6512	8.8311	0.0027	0.0107	-0.0061
O	6.3551	9.4478	9.0862	0.0179	0.011	0.0022
O	4.4265	1.2454	8.8995	-0.0253	-0.0017	0.0028
O	3.6189	6.8304	8.8546	0.0091	-0.0058	0.0038
O	7.0662	3.43	8.7559	0.0187	0.0118	-0.0003
O	10.1567	6.72	8.7424	-0.0021	-0.0214	0.0035
O	3.183	2.3515	23.8303	-0.002	-0.0071	0.0072
O	5.0368	0.4274	23.9578	-0.0084	0.0003	0.0004
O	7.8799	3.2577	23.9034	-0.0009	0.0059	0.0001
O	10.548	5.9489	23.7745	-0.0085	-0.0016	0.0066
O	8.6225	7.7896	23.8857	0.0007	-0.0079	0.0019
O	2.3878	8.686	23.8628	0.001	0.0082	0.006
O	5.9532	5.0951	23.8012	0.0085	0.0001	0.0057
O	0.5384	10.6163	23.988	0.0064	0.0001	0.0026
Si	2.1493	9.4224	10.5679	-0.0015	-0.0007	0.001
Si	2.908	14.0405	12.2855	-0.0156	0.0067	-0.0379
Si	5.2452	5.0474	12.3117	0.0135	0.0011	0.0064
Si	3.92	1.14	23.0105	-0.0024	-0.0058	-0.0007
Si	8.099	7.291	16.8826	0	-0.0016	0.0043
Si	7.6201	3.1329	12.3368	0.0014	0.0037	-0.0117
Si	-3.0722	12.335	16.575	0.005	-0.0068	-0.0068
Si	12.8496	12.1808	14.5699	-0.0184	-0.0057	-0.0022
Si	1.234	5.1885	11.7176	-0.0113	0.0028	-0.0095
Si	8.268	11.1962	12.4302	0.0001	0.0021	-0.0111
Si	5.837	3.3308	18.0017	0.0037	-0.0015	0.0194
Si	3.7597	10.1296	17.7818	0.0032	-0.0045	0.0117
Si	12.2633	9.4024	13.4855	-0.0071	-0.0051	-0.0114
Si	3.6129	6.8942	10.4909	0.0042	-0.0008	-0.0025
Si	6.4658	9.892	10.6592	0.0038	-0.0037	-0.0046
Si	1.6678	9.9102	23.0562	0.0036	0.0035	0.0004
Si	4.0265	4.4279	15.828	0.0094	0.0369	0.0183
Si	3.9306	10.0936	14.7242	0.0066	-0.0137	-0.0022
Si	5.8936	6.5191	14.9432	0.0121	-0.0055	-0.0109
Si	7.1685	4.3829	22.9549	0.0045	0.0023	-0.0012
Si	11.8729	4.853	14.8675	-0.01	0.0089	-0.0058
Si	8.5256	3.0832	9.4092	0.0088	0.0107	-0.0117
Si	6.8461	9.9498	17.9399	-0.0007	-0.0053	0.0083
Si	8.459	0.2806	20.4247	0.0033	-0.0021	0.0173
Si	10.849	7.6721	15.7085	-0.0059	0.0005	0.0013
Si	1.0544	9.0958	18.2319	-0.0015	-0.0074	0.0122
Si	4.0306	0.8552	10.4403	0.0018	0.003	-0.0079
Si	9.1473	3.3948	14.9551	-0.0019	0.0012	-0.0104
Si	6.0555	2.2153	20.9684	-0.001	-0.0003	0.0069
Si	9.3365	6.6735	22.9282	-0.0026	-0.0016	-0.0029
Si	10.4729	8.878	20.9987	-0.0022	-0.0022	0.0045
Si	10.6246	5.2885	9.3389	-0.0148	-0.0081	-0.011
Si	-2.4139	4.6726	17.8585	0.0064	0.0071	0.0103
Si	1.4338	1.0448	17.5381	-0.0019	0.0044	0.011
Si	9.9914	13.1986	18.7727	0.0029	0.002	0.0144
Si	6.4076	-1.7101	13.4156	0.004	-0.0032	-0.0059
O	9.5737	14.7829	18.8315	-0.0179	-0.0171	-0.0309
O	4.4569	3.993	17.4426	0.0141	-0.0106	-0.0444
O	13.1559	6.3062	11.0634	0.0089	-0.0118	0.0031
O	7.8469	-0.9219	13.5104	-0.0196	0.0128	-0.0261
O	3.7692	4.4396	12.6036	0.017	-0.0332	0.0062
O	8.6094	12.7789	15.1786	-0.0098	0.0191	0.0134
O	9.5812	12.3855	20.1377	-0.0054	-0.0006	-0.0146
O	5.2706	10.9347	10.9662	0.0023	-0.0012	-0.0118
O	-8.868	13.4015	13.5284	0.0195	-0.0127	0.007
O	-0.2008	5.4101	10.949	0.0222	-0.0064	-0.0111
O	6.5625	2.2767	16.9797	0.0078	0.0028	0.0136
O	8.249	5.5278	22.5037	0.0003	0.0005	0.0183
O	2.6193	10.9772	10.4765	0.0159	-0.0184	0.0022
O	0.5972	10.5893	17.7491	0.0299	-0.0015	0.0018
O	-3.6378	10.7932	16.6053	0.0088	0.0021	0.022
O	11.2493	8.444	14.3139	0.0173	0.0078	0.01
O	9.1071	1.5272	17.6319	-0.0079	0.0091	0.0047
O	11.7888	8.1121	16.9656	-0.0169	0.0147	-0.0025
O	2.7895	0.0492	22.574	0.001	0.0013	0.0173
O	1.1534	9.2103	11.8597	0.0316	0.0099	0.0123
O	6.5723	3.6186	21.6602	0.0015	-0.0151	0.0091
O	8.816	6.2781	17.9644	-0.0132	-0.0095	-0.0273
O	-3.7746	8.3804	17.6588	0.0133	0.0098	-0.0125
O	4.0161	9.5587	16.2648	-0.014	0.0064	-0.0024
O	0.9001	-1.6255	21.7778	-0.0094	0.0041	0.0101
O	7.8974	10.6255	10.9159	-0.0253	-0.005	0.0299
O	3.8457	13.0409	11.436	-0.0094	0.0061	0.0072
O	7.3142	1.5744	12.678	0.0268	-0.0041	-0.0126
O	12.1934	12.5369	16.0142	0.0157	-0.0146	0.0017
O	11.0484	6.0775	15.5713	0.0074	-0.0001	-0.0077
O	2.3174	4.5562	15.6796	0.0188	-0.0079	-0.0118
O	1.7036	14.6106	11.3237	0.008	0.0202	0.0176
O	0.9872	10.9807	13.8772	0.0277	-0.0068	0.0099
O	9.283	8.0293	16.0261	0.0103	-0.0246	0.0177
O	6.1004	8.0907	14.5175	0.0016	0.0013	-0.0068
O	6.2892	3.9085	11.8115	-0.0031	-0.0038	0.0112
O	6.0281	5.7967	13.4999	-0.0162	0.0123	-0.0002
O	9.9223	7.4543	21.623	-0.0016	0.0148	0.0131
O	4.7386	14.404	14.8346	-0.026	0.0205	0.0399
O	0.6762	13.067	18.5136	-0.0252	-0.0096	-0.0136
O	8.7225	4.1748	16.317	0.0028	0.0142	0.0118
O	8.4091	-7.0602	13.5685	0.0011	-0.0277	0.0024
O	-3.1572	-0.4755	19.1658	-0.0136	-0.0066	-0.016
O	3.3786	11.6009	14.834	-0.0236	0.0008	-0.0073
O	7.1727	6.3352	15.9424	0.0043	0.0071	0.0101
O	4.5249	17.0038	15.6901	0.0001	-0.0535	-0.0041
O	4.6805	1.7259	21.7165	0.0118	-0.0029	0.0116
O	5.6328	2.5086	19.4321	0.0149	0.0128	-0.0062
O	5.2719	10.1528	18.4176	0.0095	-0.0049	-0.0143
O	1.1437	5.379	13.3188	-0.0047	-0.0167	-0.0013
O	4.9237	6.1601	11.1116	-0.0219	-0.0013	0.007
O	6.2932	8.7391	11.8301	0.0137	0.0308	0.0205
O	2.6785	9.143	18.5719	-0.0118	0.0222	-0.0308
O	9.2936	10.016	21.2001	0.0195	-0.0076	-0.0132
O	7.2137	1.0492	21.1946	-0.0065	0.0165	-0.0193
O	5.254	10.2994	13.8279	0.0016	-0.0073	-0.0074
O	10.7664	3.6132	14.8073	-0.005	0.0226	0.003
O	2.8729	-1.82	13.921	-0.011	0.034	0.0106
O	10.9978	8.6538	19.464	0.0029	0.0107	-0.0122
O	3.4921	8.5062	10.7751	-0.0364	0.0096	-0.0032
O	9.5253	4.2175	8.816	0.0025	-0.0039	0.0372
O	8.5877	3.1274	11.0063	-0.0077	-0.0025	0.0024
O	6.9854	4.4569	18.3525	0.0076	-0.0189	-0.0264
O	3.0215	0.6847	17.8419	-0.0188	-0.0223	-0.0113
O	9.8235	11.5941	12.3876	-0.0044	-0.0094	0.03
H	10.4738	11.403	13.0951	-0.0179	0.0066	-0.0235

Results
free energy: -134558.131 eV
free energy less fixed offsets of H -17.10, O -569.03, Si -635.61 eV per atom: 3.159 eV

The program warned: the cutoff lies below the one the program advises for these potential files; the exchange-correlation potential is rough where the density is thin.
